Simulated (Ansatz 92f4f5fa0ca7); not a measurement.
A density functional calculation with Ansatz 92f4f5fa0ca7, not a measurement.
Periodic cell of 256 atoms, Si144O112, from a study of silicon, its oxide and their interface. The atomic structure is a simulated model.
Doubt: the cutoff is far below the 930 eV that the study's wrapper takes by default for these files, so forces and energies are approximate.
This geometry differs little from another in the collection (a relaxation step or a small displacement).

Settings: functional PBE; potential files Ansatz PAW; basis plane waves; wave-function cutoff 580 eV; density cutoff ratio 5; exchange-correlation grid ratio 1; k mesh 1 x 1 x 1, Gamma-centred; self-consistency stop 5e-08 eV per atom in the density residual; occupations fixed; spin none; net charge 0.

Cell vectors (angstrom)
a  10.938  0  0
b  0  10.938  0
c  -0.5492  4.6506  36.8388

Atoms: element, x, y, z (angstrom)
Si  1.0583  2.9437  29.5729
Si  3.6236  5.585  29.0057
Si  0.5253  9.0378  29.6087
Si  3.1198  0.6173  29.6209
Si  -4.9048  3.4566  29.1654
Si  -2.192  6.2856  29.4509
Si  6.5524  8.5534  29.2589
Si  -1.6719  0.3309  29.2624
Si  2.2366  4.6079  30.6995
Si  4.7925  7.3459  30.3852
Si  2.0042  -0.7947  31.0462
Si  4.9125  1.8598  30.5654
Si  -3.4087  4.6451  30.6237
Si  -0.6211  7.3848  30.7817
Si  7.6686  10.1166  30.6256
Si  -0.6416  1.8807  30.7374
Si  0.8375  6.0069  32.0404
Si  3.5664  8.7008  32.0215
Si  0.6884  0.649  32.2179
Si  3.6114  3.2454  32.0464
Si  6.1881  6.067  31.9725
Si  8.9924  8.7938  32.0953
Si  6.2941  11.4889  31.9987
Si  -1.9873  3.3278  32.0268
Si  -0.5492  4.6506  33.4206
Si  2.1853  7.3851  33.4206
Si  -0.5492  10.1196  33.4206
Si  2.1853  1.9161  33.4206
Si  4.9198  4.6506  33.4206
Si  7.6543  7.3851  33.4206
Si  4.9198  10.1196  33.4206
Si  7.6543  1.9161  33.4206
Si  1.3673  -1.3673  3.418
Si  4.1018  1.3673  3.418
Si  1.3673  4.1018  3.418
Si  4.1018  -4.1018  3.418
Si  6.8362  -1.3673  3.418
Si  -1.3673  1.3673  3.418
Si  6.8362  4.1018  3.418
Si  -1.3673  6.8362  3.418
Si  2.726  0.0141  4.8277
Si  5.4526  2.728  4.7526
Si  2.8083  5.4488  4.7664
Si  5.4781  -2.7521  4.7565
Si  -2.6366  -0.082  4.7614
Si  0.0154  2.7298  4.7797
Si  8.2336  5.4699  4.7938
Si  0.0115  -2.726  4.8268
Si  1.3949  1.427  6.2282
Si  4.2138  4.1305  6.19
Si  1.4897  -4.0563  6.0929
Si  4.1456  -1.3609  6.1285
Si  -4.1369  1.2596  5.9568
Si  -1.2798  4.1585  6.1554
Si  6.899  -4.0605  6.1371
Si  -1.2162  -1.3013  6.3082
Si  -0.1825  0.4374  7.7517
Si  2.5827  3.032  7.4612
Si  0.4257  -5.6246  7.4187
Si  3.055  -2.9263  7.4851
Si  5.7479  -0.264  7.4374
Si  -2.6019  2.465  7.1364
Si  5.3617  5.7391  7.5204
Si  -2.9098  -2.4552  7.4419
Si  0.8181  3.2834  34.7878
Si  3.5526  6.0179  34.7878
Si  0.8181  8.7524  34.7878
Si  3.5526  11.4869  34.7878
Si  6.2871  3.2834  34.7878
Si  -1.9164  6.0179  34.7878
Si  6.2871  8.7524  34.7878
Si  -1.9164  0.5489  34.7878
Si  2.1853  4.6506  36.1551
Si  4.9198  7.3851  36.1551
Si  2.1853  10.1196  36.1551
Si  4.9198  1.9161  36.1551
Si  -3.2837  4.6506  36.1551
Si  -0.5492  7.3851  36.1551
Si  -3.2837  -0.8184  36.1551
Si  -0.5492  1.9161  36.1551
Si  1.3673  1.3673  0.6835
Si  4.1018  4.1018  0.6835
Si  1.3673  6.8362  0.6835
Si  4.1018  -1.3673  0.6835
Si  6.8362  1.3673  0.6835
Si  -1.3673  4.1018  0.6835
Si  6.8362  -4.1018  0.6835
Si  -1.3673  -1.3673  0.6835
Si  0  0  2.0507
Si  2.7345  2.7345  2.0507
Si  0  5.469  2.0507
Si  2.7345  -2.7345  2.0507
Si  5.469  0  2.0507
Si  8.2035  2.7345  2.0507
Si  5.469  5.469  2.0507
Si  8.2035  -2.7345  2.0507
Si  7.742  -8.4318  18.9044
Si  7.2924  -6.4031  16.4071
Si  8.702  -10.3901  14.7592
Si  2.4073  2.6369  24.8527
Si  2.0091  5.3898  26.1726
Si  -1.4464  6.4634  9.3834
Si  -0.2706  -8.2686  13.4282
Si  8.1152  2.3212  26.9993
Si  3.3069  -2.7649  10.5409
Si  8.6533  -0.7778  22.5257
Si  4.2812  1.5005  9.671
Si  10.2481  -7.4544  20.1135
Si  11.526  -0.5395  19.3877
Si  11.0753  8.401  21.6519
Si  3.7905  10.2733  22.7228
Si  -7.1434  -0.2818  12.0495
Si  12.3274  -1.9287  12.6091
Si  4.5908  -7.4849  15.8124
Si  6.9152  10.9244  20.1734
Si  3.6123  2.2627  22.1675
Si  -2.5484  -7.3141  9.6762
Si  14.3167  1.7196  17.6002
Si  -0.019  3.5506  23.183
Si  9.3493  -1.0236  12.215
Si  2.9493  -0.149  25.514
Si  -0.5988  4.5379  27.3785
Si  -5.4173  -5.0005  10.6106
Si  11.1763  -5.0725  16.5673
Si  -1.707  -5.7203  14.2264
Si  5.7802  1.3363  13.8593
Si  6.0735  3.3056  11.4422
Si  5.2189  -1.7752  26.5688
Si  -0.673  1.3385  10.649
Si  12.6819  -7.6157  15.6928
Si  4.2093  -3.4936  21.9075
Si  5.1609  8.3762  19.2271
Si  9.8018  6.409  19.4895
Si  -4.5516  2.582  21.5227
Si  3.0682  -1.1047  17.507
Si  12.2509  -2.5421  15.6451
Si  -2.7006  -3.8515  11.899
Si  6.1417  8.7889  23.7382
Si  1.6841  2.2304  20.0258
Si  12.6861  6.3166  23.3027
Si  18.5963  7.3916  17.8079
Si  -2.6116  2.1485  23.9106
Si  -1.2882  -1.2175  17.0479
Si  2.69  9.1642  27.6516
O  1.2072  -2.6694  14.0345
O  1.4604  -4.0344  16.2886
O  1.4739  4.1571  7.9695
O  0.1553  0.5723  9.409
O  6.8763  -1.3705  7.9692
O  0.3688  5.2524  26.2757
O  19.3754  -2.3235  17.0591
O  7.5186  2.9171  8.4964
O  10.0705  9.3769  22.4741
O  9.3309  2.4421  19.2636
O  11.7368  3.469  19.4272
O  6.2733  0.9764  21.2842
O  2.6648  -1.7243  16.0566
O  7.6573  7.3796  28.8574
O  4.1789  -4.1163  10.5752
O  0.0266  -4.671  8.7253
O  -2.2503  -3.1997  8.7641
O  4.9728  0.3494  8.7508
O  10.0899  -6.7323  13.2542
O  1.5561  -2.5844  28.4835
O  4.873  4.5376  28.6543
O  6.222  9.3622  27.8421
O  10.5093  -3.7344  20.7016
O  3.5017  0.907  10.9724
O  -12.3276  1.851  14.2881
O  -1.3289  5.7419  28.1724
O  -2.206  5.071  9.0381
O  2.5061  1.3688  25.8556
O  7.6737  9.1219  23.334
O  9.0935  0.1232  16.2875
O  13.9367  1.8714  19.1626
O  2.7525  5.8059  27.5889
O  9.1236  -0.6694  13.7787
O  3.2007  2.3629  8.8277
O  0.9252  9.3418  20.5759
O  7.1867  2.8091  22.9254
O  9.127  11.2021  11.2031
O  3.9605  8.2438  27.1416
O  3.1562  -6.8305  15.3801
O  15.7406  7.2678  20.387
O  2.6396  3.9516  25.7564
O  8.2247  -6.6687  15.1003
O  10.4647  14.0085  21.6806
O  0.75  -6.6175  16.518
O  0.6865  0.9322  20.0899
O  -1.4091  -4.3141  10.9947
O  6.2592  -8.5012  12.7742
O  2.2127  6.408  24.8876
O  9.5278  -16.9547  20.0485
O  -5.7405  -6.2673  11.6063
O  1.1036  2.7765  14.3022
O  3.7835  -2.1835  18.4678
O  -1.7601  3.5459  26.8431
O  -0.521  -0.8184  28.8808
O  -0.0314  9.1189  16.2096
O  5.4892  7.5066  22.9428
O  3.6158  2.5208  23.7686
O  5.8308  5.4049  9.0775
O  2.1246  1.8004  29.0244
O  -2.5188  6.3292  13.3362
O  -2.6494  -2.2233  11.9445
O  7.7694  1.8952  25.4486
O  3.9814  0.233  17.2935
O  2.2402  2.767  21.4644
O  10.8937  -1.4777  12.0049
O  8.3759  -3.7915  19.2475
O  9.6999  2.7244  9.9995
O  7.496  -7.5952  17.5204
O  11.926  7.6785  22.8366
O  6.0384  8.4707  25.3421
O  2.0238  -2.9646  11.5249
O  3.4099  -0.5245  28.4579
O  4.1439  -4.1248  7.7084
O  15.7496  2.141  14.8723
O  6.7793  2.8384  27.8154
O  16.8268  -1.2235  19.8291
O  -3.3569  3.79  11.0601
O  7.6774  6.0054  16.9644
O  6.8062  -4.1933  11.2007
O  1.9583  9.7915  26.3414
O  12.6532  10.3212  18.2385
O  11.3607  3.6342  28.2425
O  4.866  3.1363  21.6214
O  8.2248  -0.6222  20.9425
O  8.7716  0.6781  23.2891
O  -1.5635  1.2941  7.6198
O  3.4611  -2.0256  21.8983
O  2.729  -0.4962  23.9443
O  2.7474  -2.4054  9.0329
O  5.2957  -0.8109  23.3308
O  -0.8206  10.0957  18.5845
O  1.0031  2.5947  24.0275
O  7.2418  0.9276  18.8537
O  5.4739  -8.5069  10.2303
O  10.5835  -4.6676  18.0455
O  4.5193  -0.4031  25.9778
O  5.765  -6.3784  15.8268
O  2.0748  -8.9102  16.6457
O  2.3879  -0.6384  12.8036
O  11.649  5.0374  23.1054
O  7.0326  -7.6744  20.1841
O  10.1319  -4.8887  15.3161
O  3.134  6.2845  22.3728
O  4.2581  -1.5856  11.1735
O  4.9484  -10.8072  13.131
O  -3.8491  0.7871  14.653
O  -2.1918  1.0601  27.8613
O  0.096  1.8961  12.0133
O  6.1053  7.7427  18.0741
O  3.6732  0.6629  21.8063
O  -1.4285  3.2921  23.9937
O  4.509  13.7946  17.3348

Results
free energy: -155242.801 eV
free energy less fixed offsets of O -568.88, Si -635.61 eV per atom: -0.401 eV

Forces (eV/angstrom), in the order of the atoms: element, x, y, z
Si  -0.0008  0.0189  0.0556
Si  -0.0293  -0.0186  0.1031
Si  -0.002  0.001  0.0169
Si  0.0062  -0.0094  0.0183
Si  -0.0078  -0.0018  -0.0129
Si  -0.0103  -0.0003  0.0244
Si  -0.0439  -0.0145  0.038
Si  -0.0013  0.0053  0.0427
Si  0.0142  -0.0042  -0.0371
Si  0.0402  0.0266  -0.0062
Si  -0.0004  0.0231  0.006
Si  0.0091  -0.0235  0.0237
Si  0.0178  -0.0202  0.0131
Si  0.0071  0.0056  0.0099
Si  -0.0153  0.0152  0.0083
Si  -0.007  -0.0044  -0.0001
Si  0.0082  -0.0094  -0.0015
Si  -0.0153  -0.0107  0.0068
Si  0.0071  0.002  -0.0043
Si  -0.0071  0.007  0.0017
Si  -0.016  0.002  0.014
Si  0.008  -0.0038  0.0076
Si  0.0021  -0.0004  -0.0103
Si  0.0058  -0.009  -0.005
Si  -0.0438  -0.0344  -0.2516
Si  0.1686  -0.1751  -0.0326
Si  -0.5388  -0.0747  0.9827
Si  0.2103  0.4743  0.4219
Si  0.0764  0.1017  -0.0852
Si  -0.4907  0.0134  -0.2254
Si  0.1653  -0.1614  -0.4264
Si  -0.1338  0.0068  -0.1843
Si  -0.0271  0.0767  0.2544
Si  -0.402  0.0044  -0.0858
Si  0.2658  -0.0714  -0.0024
Si  0.1735  -0.0816  -0.3967
Si  0.3149  -0.2942  -0.1533
Si  0.1255  -0.0345  -0.1308
Si  0.1173  0.0325  0.0612
Si  0.035  0.1866  0.1012
Si  -0.0057  -0.0101  -0.0029
Si  0.0141  -0.0034  0.0077
Si  0.0047  0.0144  -0.0064
Si  -0.0152  -0.0003  -0.0088
Si  -0.0362  0.0425  0.0061
Si  -0.0173  0.0431  -0.0023
Si  0.014  -0.0118  0.0014
Si  0.0274  0.0093  0.0185
Si  0.0151  -0.0552  0.039
Si  0.0109  -0.0237  -0.0104
Si  -0.0172  0.0134  0.0098
Si  0.0096  0.0195  0.0267
Si  -0.0061  -0.0053  0.0103
Si  -0.0306  -0.049  0.0534
Si  0.0171  0.0014  0.0004
Si  0.0086  -0.0737  -0.0108
Si  0.1012  0.0274  -0.0719
Si  0.0413  -0.0258  -0.0134
Si  -0.0332  0.0255  -0.0781
Si  0.0183  -0.0014  -0.0692
Si  -0.0096  -0.0073  -0.0721
Si  -0.0425  0.117  -0.1554
Si  -0.0046  0.013  -0.0237
Si  -0.0027  -0.0238  -0.0184
Si  0.1528  0.0095  0.0507
Si  -0.0844  -0.114  0.0046
Si  -0.0192  0.0445  -0.043
Si  -0.1187  -0.0346  -0.0533
Si  0.0321  0.0532  -0.0389
Si  -0.0391  -0.018  -0.0636
Si  0.0542  -0.0545  0.0187
Si  -0.017  -0.1891  0.0799
Si  -0.048  0.1028  0.0108
Si  -0.0295  0.0285  -0.0431
Si  0.0272  -0.0252  0.0008
Si  0.0258  0.0182  -0.0173
Si  0.0124  -0.0596  -0.0013
Si  0.0196  0.0045  -0.02
Si  -0.0597  0.1216  0.0002
Si  -0.044  -0.0046  -0.0401
Si  0.0309  -0.0283  0.0193
Si  0.0271  -0.0539  0.0391
Si  -0.0065  0.0262  0.0071
Si  -0.0516  -0.0545  0.0224
Si  -0.0047  0.0448  0.0018
Si  -0.0118  0.0064  0.0082
Si  0.0608  -0.1176  0.0084
Si  0.042  -0.0005  0.0395
Si  0.0208  0.0959  -0.0093
Si  -0.0607  0.0123  -0.0446
Si  0.0624  0.0488  0.0503
Si  0.0418  -0.022  0.0486
Si  0.0605  0.049  0.0532
Si  0.0114  -0.0126  0.0396
Si  -0.0088  0.1428  -0.0281
Si  -0.095  0.011  -0.0549
Si  0.0004  -0.0055  0.0008
Si  0.0003  0.0012  0.0011
Si  0.0034  -0.001  -0.0001
Si  0.0025  -0.0036  -0.0047
Si  0.0018  0.0147  0.0105
Si  0.0055  -0.0084  -0.0189
Si  0.0009  -0.0049  -0.0038
Si  0.0035  0.0095  -0.0124
Si  -0.0048  0.0018  -0.0028
Si  0.0025  0.0019  0.0081
Si  0.0021  -0.0003  0.0028
Si  -0.0037  -0.0011  0.005
Si  -0.0025  -0.0034  0.0074
Si  0.0013  -0.0013  0.0093
Si  0.0001  -0.0042  0.0068
Si  -0.0046  0.0147  0.0009
Si  -0.0062  -0.003  0.0075
Si  -0.0016  0.0005  0.0023
Si  0.0021  -0.0052  0.0003
Si  -0.0035  0.0043  0.0061
Si  0.0017  0.018  -0.0099
Si  0.0053  -0.0074  0.0032
Si  0.0004  -0.0036  0.0053
Si  0.0037  0.0047  0.0049
Si  0.0037  -0.0029  -0.0033
Si  -0.0105  -0.0093  -0.027
Si  0.0087  0.0015  -0.0061
Si  0.001  0.002  0
Si  -0.0016  0.0016  -0.0014
Si  0.0033  0.0038  -0.005
Si  0.006  -0.0075  -0.0035
Si  0.0135  -0.0076  0.0216
Si  0.0138  0.0002  0.0023
Si  -0.003  -0.0014  0.0003
Si  0.0018  -0.0036  0.0066
Si  -0.0023  -0.0007  0.0034
Si  -0.0031  0.0024  0.0042
Si  -0.0006  0.0069  0.0112
Si  0.0019  0.0018  -0.0004
Si  -0.0003  0.0005  0.0018
Si  0.0003  -0.012  -0.0023
Si  0.0014  -0.0026  0.0055
Si  0.0023  -0.0043  0.0075
Si  0.0021  0.0024  0.0087
Si  -0.004  0.0021  -0.0027
Si  -0.0041  0.0003  0.0109
Si  -0.0074  -0.0033  0.0025
Si  0.0114  -0.0246  -0.0047
O  -0.0003  0.0015  -0.0007
O  -0.0025  0.0004  0.0004
O  -0.0208  -0.0032  0.0397
O  0.0125  -0.0097  0.1153
O  -0.0079  0.0262  0.0404
O  0.007  0.0068  0.0035
O  0.0031  -0.0001  0.0013
O  -0.0125  0.0075  0.077
O  -0.0034  0.0021  -0.0041
O  -0.0028  0.0022  -0.0009
O  -0.0007  0.0003  -0.0021
O  -0.001  0.0054  -0.003
O  -0.0053  -0.0058  -0.0021
O  -0.0009  -0.0012  -0.0199
O  -0.0018  0.0021  -0.0108
O  -0.0167  0.0111  0.0337
O  0.0134  -0.0042  0.0133
O  -0.0129  0.015  0.0303
O  0.0013  -0.0004  -0.0012
O  0.0095  -0.0002  0.0011
O  0.0153  -0.0011  -0.0206
O  -0.0056  0.0199  -0.0472
O  0.002  0.0023  -0.0024
O  0.0061  -0.002  -0.0024
O  0.0006  -0.0006  0.0017
O  0.0165  -0.0089  -0.03
O  0.0033  -0.0019  0.007
O  0.0005  0.0089  -0.0001
O  -0.0006  0.0006  -0.0023
O  -0.0041  0.0027  -0.0026
O  -0.0021  0.0018  -0.0021
O  -0.0395  0.0035  -0.08
O  -0.0035  0.0004  -0.0014
O  0.006  -0.0077  0.0111
O  -0.0016  -0.0019  -0.0037
O  -0.0008  -0.0005  -0.0061
O  -0.0055  -0.006  0.0004
O  -0.0043  0.019  0.0021
O  -0.0032  0.001  0.0014
O  -0.0024  0.0014  0.0009
O  0.0007  -0.0139  -0.0017
O  0.0026  0.0004  0.0006
O  0.0025  0.0011  0.0029
O  0.0018  -0.0019  -0.0022
O  0.0031  0.0017  -0.0047
O  -0.0065  0.0038  0.0161
O  -0.0091  -0.0117  0.0076
O  -0.003  -0.0004  -0.0081
O  0.0012  -0.0047  -0.0044
O  -0.0059  -0.0105  0.0029
O  0.0002  0.0008  0.001
O  0.001  0.002  -0.0003
O  0.005  -0.0007  0.0202
O  -0.003  0.0101  -0.0279
O  0.0045  -0.0032  0.0004
O  0.0048  0.0036  0
O  -0.0063  0.0007  0.0013
O  0.0026  -0.0001  0.0567
O  -0.0035  -0.008  -0.0333
O  -0.0008  0.0009  0.0014
O  -0.0001  0.0044  -0.0023
O  0  -0.0013  -0.0117
O  -0.0015  -0.0011  0.0006
O  0.0069  -0.0014  0.0002
O  -0.0038  -0.0003  -0.0029
O  0.0023  -0.0023  -0.0035
O  0.0039  -0.022  -0.0085
O  0.0015  0.0038  -0.0009
O  -0.002  -0.0004  -0.0054
O  0.005  -0.0009  -0.0066
O  -0.0028  0.0013  0.0003
O  0.0007  -0.0096  0.0028
O  -0.0066  -0.0071  0.0065
O  0.0031  -0.0037  -0.0027
O  0.0171  -0.0104  -0.0111
O  -0.0024  0.0004  -0.0019
O  -0.0171  -0.0029  0.0035
O  -0.001  -0.0045  0.0009
O  0.0045  0.0027  0.0026
O  -0.0129  0.0114  -0.015
O  -0.0006  -0.0011  -0.0006
O  0.004  -0.0022  0.0003
O  0.0048  -0.0051  -0.0018
O  0.0011  -0.0029  0.0043
O  0.0022  -0.0035  -0.0039
O  0.0036  -0.0088  -0.0127
O  0.0002  0.0023  -0.0043
O  0.0008  0.0007  -0.0039
O  -0.0041  0.007  0.066
O  0.0012  -0.0011  -0.0027
O  0.0023  0.0018  -0.0014
O  0.004  0.0017  0.0012
O  0.0012  0.0014  0.0001
O  -0.0053  0.0003  0.0055
O  -0.0006  -0.0022  -0.001
O  -0.004  -0.0012  0.0039
O  -0.0025  -0.0048  0.0032
O  -0.0031  0.0014  -0.0021
O  0.0004  -0.0047  -0.0033
O  -0.001  -0.0008  -0.0012
O  0.0011  -0.0021  -0.0022
O  -0.0015  -0.0017  0.0022
O  -0.0035  -0.0024  -0.0027
O  0.0033  -0.001  0.0011
O  0.006  0.0049  0.0002
O  -0.0022  0.002  -0.0069
O  -0.0096  0.0188  -0.0236
O  -0.0027  0.0049  0.0053
O  0.0033  -0.0004  0.0022
O  0.001  0.0003  -0.0022
O  0.0006  -0.0002  0
O  0.003  0.0037  -0.0003

The program warned: the cutoff lies below the one the program advises for these potential files; the forces do not sum to zero within the program's tolerance; the exchange-correlation potential is rough where the density is thin.
